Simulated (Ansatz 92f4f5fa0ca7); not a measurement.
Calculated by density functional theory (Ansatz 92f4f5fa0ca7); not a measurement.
Periodic cell of 186 atoms, Si104O82, from a study of silicon, its oxide and their interface. The atomic structure is a simulated model.

Settings
functional: r2SCAN
potential files: Ansatz norm-conserving
basis: plane waves
wave-function cutoff: 1300 eV
density cutoff ratio: 4
exchange-correlation grid ratio: 1
k mesh: 2 x 2 x 1, shifted by 0.5 0.5 0.5 of a step
self-consistency stop: 5e-08 eV per atom in the density residual
occupations: Fermi-Dirac, 0.05 eV
spin: none
net charge: 0

Cell vectors (angstrom)
a	11.5403	0	0
b	0	11.5403	0
c	-1.8289	2.5668	25.3055

Atoms: element, x, y, z (angstrom)
Si	2.828	-0.4236	0.2727
Si	2.7591	2.7842	0.5055
Si	2.5876	5.9662	0.2984
Si	6.6215	-0.4479	0.0028
Si	6.7485	2.6201	0.5139
Si	6.0339	7.0348	0.2823
Si	10.46	-0.251	0.1534
Si	10.4313	2.7345	0.7493
Si	9.8588	5.7377	0.024
Si	4.7638	-0.9074	1.528
Si	4.7189	2.8401	1.7545
Si	4.3973	6.455	1.8007
Si	8.5265	-0.8941	1.4212
Si	8.5049	2.7566	2.0158
Si	8.2269	6.6939	1.5504
Si	12.3561	-0.87	1.472
Si	12.4226	2.7848	1.9034
Si	12.0244	6.5081	1.3107
Si	4.7322	0.8875	3.0729
Si	4.6298	4.6591	3.2016
Si	4.5813	8.6043	2.8879
Si	8.5177	0.7635	3.1369
Si	8.364	4.8189	3.0711
Si	8.4977	8.6731	2.815
Si	12.3732	0.8114	3.0974
Si	12.2425	4.8247	3.0006
Si	12.2485	8.5634	2.6919
Si	2.7685	0.8275	4.3999
Si	2.6231	4.7395	4.3934
Si	2.6034	8.6166	4.1715
Si	6.6159	0.8397	4.4935
Si	6.5498	4.7477	4.5251
Si	6.5663	8.6061	4.2463
Si	10.4544	0.8175	4.4599
Si	10.3305	4.8001	4.3837
Si	10.3993	8.643	4.2177
Si	2.6689	-1.1142	5.7155
Si	2.6893	2.7786	5.6896
Si	2.6266	6.7406	5.6041
Si	6.564	-1.1181	5.7692
Si	6.6559	2.7902	5.7952
Si	6.5679	6.7416	5.7501
Si	10.4488	-1.1	5.8148
Si	10.4767	2.821	5.685
Si	10.256	6.7759	5.6832
Si	4.5918	-1.1746	7.0799
Si	4.638	2.743	6.9951
Si	4.5603	6.7161	6.9661
Si	8.4808	-1.0673	7.1764
Si	8.6422	2.8773	7.1075
Si	8.4339	6.7368	7.2334
Si	12.3836	-1.0684	7.2402
Si	12.3584	2.8069	7.1024
Si	12.2115	6.7563	6.939
Si	4.8529	0.789	8.304
Si	4.647	4.7409	8.1645
Si	4.3808	8.4826	8.4884
Si	8.8091	0.9604	8.4212
Si	8.6192	4.7319	8.5895
Si	8.2614	8.6478	8.7128
Si	12.5727	0.9357	8.6313
Si	12.313	4.8569	8.225
Si	12.1788	8.4535	8.5489
Si	3.2573	0.7577	10.0336
Si	2.7323	4.9789	9.4615
Si	2.4935	8.007	9.929
Si	6.8446	1.3425	9.5553
Si	6.4774	4.4541	9.5716
Si	6.1129	8.7979	9.9815
Si	10.6496	0.5151	9.9773
Si	10.7393	4.6278	9.9301
Si	10.247	8.8436	9.996
Si	8.9897	5.6849	16.8675
Si	0.4851	0.8349	12.5675
Si	1.463	3.4356	11.5865
Si	5.6985	11.5522	11.5679
Si	7.9882	5.7225	14.2079
Si	4.4585	8.8152	16.2633
Si	2.8353	6.303	16.3313
Si	2.3661	10.1053	11.9357
Si	6.7737	12.8417	17.5571
Si	7.5275	5.7267	19.46
Si	4.6924	10.6403	14.0608
Si	7.7893	8.5626	20.2794
Si	11.3988	9.7881	16.941
Si	0.1643	6.9898	15.9224
Si	6.6897	6.4411	11.7293
Si	8.6602	-1.0867	18.2236
Si	1.2742	4.9597	14.2848
Si	8.365	1.0494	22.5164
Si	4.9487	6.7804	18.3016
Si	9.6366	6.7369	11.8722
Si	3.2246	10.7612	21.3603
Si	12.5938	0.807	17.201
Si	5.4438	12.7679	22.268
Si	0.852	10.6714	19.4952
Si	3.9789	11.7368	16.6765
Si	11.2092	2.3614	15.1396
Si	7.1854	2.7653	20.4258
Si	5.5612	7.5981	23.7865
Si	1.9045	11.0323	24.1221
Si	9.8137	10.5387	20.9448
Si	4.9766	8.2565	21.0097
Si	8.3613	3.1204	15.6055
O	4.4048	0.3333	21.3944
O	2.9753	-1.6545	-0.8493
O	8.9566	4.0699	16.7795
O	2.8381	7.1309	-0.8583
O	2.6918	4.3367	-0.2529
O	2.7737	1.2218	-0.2633
O	6.6197	1.1831	-0.2684
O	6.6519	-0.9891	-1.5771
O	2.185	11.0533	22.5421
O	7.1928	3.6826	-0.652
O	5.8248	2.5254	21.3246
O	10.542	-0.9364	-1.3324
O	0.569	9.4808	18.396
O	10.4227	1.3849	-0.2383
O	10.3813	4.1567	-0.0909
O	8.867	5.7333	-1.3448
O	6.2301	6.0605	-1.021
O	-0.799	0.9817	11.5773
O	2.1789	8.565	11.4696
O	1.0566	-0.6825	12.545
O	2.7425	6.4039	10.2854
O	3.8098	5.8857	17.5584
O	8.7247	6.0073	18.4142
O	5.8949	11.201	13.1396
O	5.9278	7.7914	11.2916
O	1.6481	1.8964	12.0849
O	7.0605	12.2745	11.0823
O	0.5366	6.4191	14.4311
O	6.4111	2.8691	9.9437
O	5.2496	9.3942	14.9616
O	9.5962	2.2131	15.0967
O	2.648	5.1224	15.1922
O	4.3802	0.9706	11.3103
O	0.0057	3.4672	10.8231
O	3.5026	10.1444	13.0847
O	8.013	9.0392	18.7277
O	6.7151	6.259	13.3507
O	9.3489	6.2464	13.4205
O	10.4877	-1.0984	10.1611
O	0.1594	1.2507	14.0852
O	5.4	8.0021	17.3105
O	9.048	9.1095	21.1597
O	10.1394	8.2659	11.5767
O	2.6837	3.732	10.5572
O	-1.1186	6.2737	16.5238
O	8.2012	6.56	11.1287
O	1.6271	4.5433	12.7683
O	3.8405	10.133	17.0266
O	2.6914	10.8107	10.4989
O	11.808	2.085	16.6209
O	11.515	8.5853	15.8764
O	6.1575	5.7649	18.5963
O	0.5567	12.0927	18.7347
O	6.0576	5.1386	11.0215
O	3.3658	7.7288	15.7132
O	1.3633	6.5895	16.9461
O	11.4234	10.4075	20.7778
O	9.2351	-0.3451	19.5615
O	7.5479	4.335	20.2599
O	5.2672	7.2338	22.2326
O	4.4602	7.4234	19.7125
O	3.8336	9.2776	21.4833
O	9.8281	10.1325	17.1546
O	6.852	0.4175	22.5146
O	2.6564	1.009	17.1256
O	4.1748	11.8242	15.0575
O	7.6029	11.4468	17.5252
O	10.7038	5.8262	11.0705
O	6.3252	9.138	20.7117
O	2.3956	10.7672	19.9668
O	5.6213	10.2266	10.6184
O	7.0372	13.6411	18.9466
O	7.9573	6.2981	15.7423
O	5.2073	12.4616	17.4364
O	9.4875	-0.0767	22.221
O	7.1967	2.2007	16.2558
O	3.3337	10.9104	24.9605
O	7.887	4.081	14.3603
O	8.4138	2.1375	21.299
O	12.1867	11.0497	16.2998
O	7.6795	6.9596	20.4948
O	11.7374	3.8528	14.7954

Results
free energy: -50298.913 eV
free energy less fixed offsets of O -463.61, Si -117.95 eV per atom: -16.093 eV
pressure: -1.47 GPa
stress xx, yy, zz, yz, xz, xy (GPa, positive in tension): 0.71, 1.75, 1.94, 0.04, 0.49, 0

Forces (eV/angstrom), in the order of the atoms: element, x, y, z
Si	-0.0369	0.3734	-0.1064
Si	-0.1543	-0.0951	-0.3848
Si	-0.0085	-0.3096	-0.1473
Si	-0.0139	0.2264	-0.3354
Si	0.1231	0.1062	-0.4337
Si	-0.4359	-0.5833	-0.043
Si	0.2254	0.3053	-0.5292
Si	0.1793	-0.1213	-0.7368
Si	-0.235	-0.5634	0.0486
Si	0.0366	0.1862	0.0064
Si	0.3348	-0.0896	-0.1923
Si	-0.0059	0.2831	-0.1545
Si	-0.0453	0.0419	-0.2404
Si	-0.1573	0.0126	-0.2301
Si	-0.0913	0.0427	-0.4092
Si	-0.0828	0.0349	-0.1925
Si	-0.209	-0.048	-0.2266
Si	0.3178	-0.1656	-0.3471
Si	0.144	-0.1742	0.0245
Si	0.0556	0.088	0.0296
Si	-0.0723	0.0652	-0.0994
Si	-0.0799	-0.1543	0.2
Si	-0.1858	0.0982	0.1109
Si	0.0037	0.08	-0.0865
Si	0.0625	-0.0614	0.2887
Si	-0.1538	0.0636	0.1397
Si	-0.0331	0.0499	-0.2751
Si	-0.1507	-0.0823	-0.0433
Si	-0.0726	0.136	-0.0815
Si	0.1471	0.0325	0.0452
Si	-0.1315	-0.0053	-0.1642
Si	0.0544	-0.0247	-0.0451
Si	0.1076	-0.05	-0.0377
Si	-0.0033	-0.0962	-0.0012
Si	0.1419	0.1105	-0.027
Si	-0.0289	0.0347	0.1436
Si	-0.0451	0.0943	0.0779
Si	-0.0143	-0.0551	0.0972
Si	0.0958	-0.0425	0.0997
Si	-0.0533	-0.0068	0.0875
Si	0.03	-0.0225	0.1551
Si	-0.0709	0.0036	-0.0395
Si	0.0065	0.0262	0.1326
Si	-0.1694	0.1564	-0.0315
Si	0.1407	-0.0925	-0.1204
Si	-0.0358	-0.1704	-0.1772
Si	0.0216	-0.1365	-0.1493
Si	-0.0492	0.1843	-0.171
Si	0.1246	-0.0346	0.0921
Si	-0.051	0.0062	-0.0078
Si	0.0853	0.1398	0.277
Si	0.0941	0.0041	0.1488
Si	0.0314	-0.3984	0.2449
Si	0.0608	0.2073	-0.0705
Si	0.0053	0.3556	0.392
Si	-0.0852	0.0568	0.2401
Si	0.0005	0.045	0.2825
Si	-0.0243	-0.0845	0.4123
Si	0.074	-0.1259	0.276
Si	-0.0575	0.0331	0.2631
Si	0.0789	0.3031	0.3226
Si	0.075	-0.1628	0.0246
Si	-0.1074	0.1299	0.3513
Si	0.4477	-0.7514	-0.3175
Si	0.4003	-0.0528	0.2626
Si	-0.1754	-0.4836	0.2783
Si	0.0431	0.2351	0.0564
Si	-0.3229	-0.3923	0.5318
Si	-0.2478	-0.0742	0.1092
Si	-0.0607	-0.166	0.0837
Si	0.3513	0.5317	0.208
Si	0.1496	0.3548	0.0299
Si	0.0306	0.0826	0.2347
Si	-0.1715	-0.1163	0.2413
Si	0.0195	0.1434	0.01
Si	0.1934	0.0818	0.2309
Si	-0.2325	-0.1408	0.2869
Si	0.1304	-0.0491	-0.0628
Si	-0.0137	-0.1264	0.0322
Si	-0.1584	-0.0956	0.2111
Si	-0.0611	0.0701	-0.0735
Si	0.0158	-0.0396	0.0516
Si	0.0878	0.0252	0.1051
Si	-0.1035	-0.0181	0.0974
Si	-0.0011	-0.1487	-0.1281
Si	-0.0321	0.0124	0.0131
Si	-0.3013	-0.0889	0.0446
Si	-0.0427	-0.0057	-0.1008
Si	0.0013	0.0384	0.0498
Si	-0.0228	-0.0455	-0.1313
Si	0.0012	-0.0361	0.1133
Si	0.065	0.1013	0.1145
Si	0.1619	-0.1172	-0.2508
Si	-0.0089	0.2377	-0.0045
Si	0.0151	-0.0589	-0.289
Si	0.1397	-0.0558	0.2754
Si	-0.0394	0.0959	0.0444
Si	-0.1444	0.0649	0.1426
Si	-0.008	0.1439	0.0877
Si	-0.1579	-0.2191	-0.1114
Si	0.0923	0.015	0.1028
Si	0.1149	-0.0133	-0.0235
Si	-0.0619	0.1632	-0.1102
Si	0.0507	-0.1705	-0.0075
O	0.0156	-0.0267	0.2974
O	0.1489	-0.1103	-0.0302
O	-0.1499	0.133	-0.2655
O	0.1565	0.0757	-0.0642
O	-0.018	0.1632	0.5019
O	0.0526	-0.0935	0.5157
O	-0.01	-0.2263	0.4424
O	0.0025	0.0383	0.4648
O	0.0288	0.0293	0.3009
O	-0.0448	0.1557	0.0072
O	0.285	-0.2597	0.0497
O	-0.1657	0.0418	0.1618
O	-0.1546	0.3418	-0.1256
O	-0.1401	-0.3314	0.8083
O	-0.315	0.5545	0.2293
O	0.2611	-0.0066	0.3552
O	0.3081	0.2582	0.1248
O	0.1505	-0.0853	-0.4057
O	0.2089	0.2449	-0.4137
O	0.2243	0.1193	-0.2021
O	-0.1128	0.0999	-0.4756
O	0.0439	0.3143	-0.1811
O	-0.1926	-0.1098	-0.1305
O	-0.4244	-0.0641	-0.3366
O	0.3553	0.0565	-0.2768
O	-0.1199	0.032	-0.1072
O	-0.4282	-0.0978	-0.3722
O	0.1122	-0.2058	0.2764
O	0.3383	0.1335	-0.4445
O	-0.3453	0.2214	0.0828
O	0.1019	0.2366	0.1255
O	-0.2862	0.2791	0.112
O	-0.414	-0.2371	-0.2154
O	-0.0981	0.2937	-0.0584
O	-0.0095	0.1195	-0.1841
O	0.1407	0.1776	0.1791
O	0.3296	-0.012	-0.377
O	-0.1433	0.0688	-0.3733
O	-0.0513	-0.0253	0.0282
O	0.0832	0.0319	-0.2878
O	-0.2961	-0.1075	-0.0199
O	-0.1384	0.2598	-0.2778
O	-0.0819	-0.3372	-0.5055
O	-0.2811	0.1511	-0.0906
O	-0.0232	0.0172	-0.1152
O	-0.0112	-0.0138	0.3231
O	-0.1995	-0.2608	-0.1015
O	0.0971	0.0204	-0.1966
O	0.1451	0.2397	0.2754
O	0.0188	-0.2442	-0.1974
O	0.0078	-0.0634	0.2419
O	0.103	0.1643	0.0978
O	0.1193	-0.3316	-0.2106
O	0.3491	0.2951	-0.2923
O	0.0905	-0.07	0.2872
O	0.0625	0.0485	-0.3873
O	-0.1728	0.1044	-0.285
O	0.0068	-0.2618	0.0403
O	-0.0727	-0.0749	-0.1533
O	0.1278	0.2577	0.2791
O	0.2296	0.0242	-0.0363
O	0.0998	0.086	-0.0175
O	0.0959	0.0234	0.1835
O	-0.0081	0.2661	0.0177
O	-0.1192	-0.2338	-0.0581
O	0.0709	-0.3735	0.0731
O	0.0508	0.0265	0.1457
O	-0.2877	-0.279	-0.1507
O	0.0525	-0.3088	-0.0138
O	-0.2005	-0.0246	0.1464
O	0.115	0.0072	0.2125
O	-0.0089	-0.0636	0.0618
O	0.2758	-0.3234	-0.2194
O	0.0784	-0.1253	-0.0938
O	-0.1453	0.0067	-0.151
O	0.0802	-0.0111	0.1464
O	0.2783	-0.2255	-0.1935
O	0.1997	0.4126	0.2092
O	-0.2451	-0.1785	0.1649
O	-0.0697	-0.0075	0.3169
O	-0.0668	0.1075	-0.225
O	0.1026	-0.011	-0.0955

The program warned: the forces do not sum to zero within the program's tolerance.
